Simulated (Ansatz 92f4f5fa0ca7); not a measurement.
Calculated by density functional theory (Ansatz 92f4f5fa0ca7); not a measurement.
Periodic cell of 208 atoms, Si128O80, from a study of silicon, its oxide and their interface. The atomic structure is a simulated model.
This geometry differs little from another in the collection (a relaxation step or a small displacement).

Settings
functional: r2SCAN
potential files: Ansatz PAW
basis: plane waves
wave-function cutoff: 800 eV
density cutoff ratio: 5
exchange-correlation grid ratio: 1
k mesh: 1 x 1 x 1, shifted by 0.5 0.5 0 of a step
self-consistency stop: 1e-10 eV per atom in the density residual
occupations: fixed
spin: none
net charge: 0

Cell vectors (angstrom)
a, 10.88, 0, 0
b, 0, 10.88, 0
c, -2.9987, -3.1157, 30.4451

Atoms and the computed forces on them: element, x, y, z (angstrom), force x, y, z (eV/angstrom)
Si, 1.2223, -1.1144, 0.2086, 0.0041, -0.0004, -0.0132
Si, 3.6679, 1.6138, 0.0437, -0.0008, -0.0034, -0.0169
Si, 1.4904, 3.8653, 0.1347, -0.0029, 0.0026, -0.0133
Si, 4.3846, -4.2642, 0.0525, -0.0009, 0.0023, -0.0155
Si, -3.8513, -1.6377, 0.1905, -0.003, 0.0032, -0.0174
Si, -1.0611, 1.0161, 0.0338, -0.004, 0.0023, -0.021
Si, 6.6204, 4.4126, -0.0291, 0.0047, -0.0005, -0.0168
Si, -1.6389, -3.8247, 0.0912, 0.0003, -0.0016, -0.0152
Si, 2.7075, 0.0689, 1.5182, -0.0006, 0.001, 0.0032
Si, 5.4368, 2.7308, 1.1864, 0.0001, -0.0006, 0.0014
Si, 2.7368, -5.4154, 1.3151, 0.0003, 0, 0.0007
Si, 5.4615, -2.761, 1.4812, 0.0022, 0.0001, 0.0026
Si, -2.6768, -0.0259, 1.3898, 0.0014, -0.001, 0.002
Si, -0.0414, 2.6664, 1.3976, 0.0007, -0.0007, 0.0018
Si, 8.1292, 5.4776, 1.413, 0.0004, 0.0017, 0.0027
Si, -0.0035, -2.7229, 1.3846, -0.001, 0, 0.0012
Si, 1.313, 1.3835, 2.8467, -0.0004, 0.0008, -0.0015
Si, 4.1011, 4.0713, 2.6733, 0.0007, -0.0003, -0.0009
Si, 1.3735, -4.0892, 2.7006, 0.0008, 0.0001, -0.0003
Si, 4.0932, -1.3499, 2.7581, 0.0002, 0, -0.0008
Si, 6.7819, 1.3838, 2.6277, -0.0003, 0.0006, -0.0003
Si, 9.4956, 4.0719, 2.7058, 0.0006, 0.0003, -0.0006
Si, 6.803, 6.7846, 2.8481, 0.001, 0.0009, -0.0013
Si, -1.3433, -1.3695, 2.7945, 0.0004, 0.0007, 0.0001
Si, -0.0161, -0.0061, 4.1629, -0.0003, 0.0001, 0.0003
Si, 2.7325, 2.7553, 4.095, 0.0011, 0.0012, -0.0001
Si, 0.0071, -5.4545, 4.057, 0.0007, -0.0004, -0.0005
Si, 2.7108, -2.7205, 4.079, 0.0002, 0.0001, -0.0004
Si, 5.4674, 0.0234, 4.0621, 0.0011, 0.0002, -0.0005
Si, 8.1266, 2.7174, 4.0482, 0.0006, 0.0002, -0.0006
Si, 5.416, 5.4068, 4.1138, -0.0011, -0.0006, 0.0006
Si, 8.1712, -2.7173, 4.1484, 0.0001, 0.0006, 0.0005
Si, 1.3312, -1.3791, 10.9076, 0.0002, -0.0002, -0.0004
Si, 4.0776, 1.3625, 10.879, 0.0003, 0.0008, -0.0001
Si, 1.3773, 4.0724, 10.7731, 0.0009, 0.0002, 0.0004
Si, 4.0658, -4.0896, 10.8258, -0.0001, -0.0009, -0.0008
Si, 6.8312, -1.3438, 10.8548, 0.0008, -0.0002, -0.0007
Si, -1.3841, 1.3454, 10.8613, 0.0004, -0.0003, -0.0002
Si, 6.8034, 4.0845, 10.8981, -0.0006, -0.0003, 0.0002
Si, -1.362, -4.05, 10.8962, 0, 0.0002, -0.0004
Si, 2.7068, -0.0051, 12.2187, -0.0001, -0.0001, 0.0004
Si, 5.4438, 2.7115, 12.2534, 0, 0, -0.001
Si, 2.7154, 5.3935, 12.1538, 0.0003, -0.0018, -0.0005
Si, 5.4343, -2.7102, 12.131, -0.0001, 0.0004, 0.0009
Si, -2.7045, -0.0152, 12.2766, -0.0007, 0.0011, -0.0003
Si, 0.0093, 2.7502, 12.108, 0, -0.0002, 0.0006
Si, 8.1693, 5.4645, 12.2445, 0.0014, -0.0001, -0.0008
Si, -0.0293, -2.7146, 12.3208, -0.0001, -0.0001, 0.0015
Si, 1.3416, 1.4108, 13.4822, 0.0016, -0.0011, 0.0034
Si, 4.0872, 4.0914, 13.5763, -0.0003, -0.0003, 0.0027
Si, 1.3344, -4.1932, 13.5491, -0.0015, 0.0007, 0.0038
Si, 4.0753, -1.3879, 13.5247, -0.0002, 0.0006, 0.0026
Si, -4.111, 1.3421, 13.6336, 0.0012, -0.0004, 0.0028
Si, -1.3058, 4.0859, 13.5263, -0.0007, 0.0014, 0.0024
Si, 6.7776, -4.0284, 13.5291, 0.0017, -0.0015, 0.0031
Si, -1.3401, -1.3285, 13.7492, 0.0001, -0.0017, 0.0016
Si, -0.1825, 0.4027, 14.9266, -0.0011, -0.0011, -0.0132
Si, 2.4957, 2.9168, 14.831, 0.0005, 0.0008, -0.01
Si, 0.2579, -5.7712, 14.9737, 0.0024, -0.0014, -0.0119
Si, 2.9553, -3.0466, 14.7274, 0.0027, -0.0021, -0.0103
Si, 5.5764, -0.2555, 14.9194, 0.0014, -0.0033, -0.0106
Si, -2.4647, 2.5412, 14.8038, 0.0002, -0.0014, -0.0072
Si, 5.2262, 5.7121, 14.8456, -0.0013, 0.0023, -0.0099
Si, -3.0642, -2.4596, 14.9211, -0.0015, 0.0012, -0.0121
Si, 1.1345, 5.1881, -4.6687, 0.0038, 0.0005, -0.003
Si, 6.022, -3.1074, -4.7295, 0.0008, -0.0002, 0.0069
Si, -2.016, 1.0096, -2.9553, -0.0045, -0.001, -0.0096
Si, -0.7937, 4.1378, 20.3654, 0.0046, 0.0013, 0.0096
Si, 6.075, 1.2281, -8.2833, 0.0008, 0.0042, 0.0182
Si, 0.9436, 0.314, -7.8852, 0.0031, -0.003, 0.0128
Si, 3.3817, 2.1457, 19.869, 0.0047, 0.0044, 0.0093
Si, 2.1541, -2.7542, 17.604, 0.003, -0.003, -0.0039
Si, 7.2327, 5.0428, -5.181, 0.0004, 0.0066, 0.0054
Si, 3.0262, -3.2167, -4.8673, -0.0032, -0.0047, 0.0013
Si, 6.4972, -0.9535, -2.6965, -0.0005, 0.0052, -0.0103
Si, -0.0094, -4.8561, 17.9606, 0.0022, -0.0002, -0.0039
Si, 0.3166, 1.3081, 20.1933, -0.004, 0.0003, 0.0118
Si, 4.6372, 1.2924, -2.7503, 0.0066, 0.0046, -0.006
Si, 4.3357, 4.9054, 20.6845, -0.0027, 0.0009, 0.0111
Si, 7.507, 3.9753, -7.9149, 0.0027, -0.0038, 0.0161
Si, 4.1129, -2.9954, 19.6643, 0.0004, 0.0007, 0.0065
Si, 4.3319, 1.6266, 16.977, 0.0043, 0.0021, -0.0193
Si, 2.5376, -2.8831, -1.9235, 0.0054, 0.0053, -0.0187
Si, 3.0262, -1.9659, -7.7117, 0.0003, 0.0033, 0.0158
Si, 6.9431, 3.2942, -2.7907, -0.005, -0.0044, -0.0067
Si, -0.054, 1.2022, -5.2885, 0.0007, 0.0014, 0.0069
Si, 0.2583, -5.1016, -1.9275, -0.0004, -0.0048, -0.018
Si, 7.0656, -2.849, 19.9586, -0.0012, 0.0022, 0.0096
Si, 6.0226, -1.5348, -7.3816, -0.0038, 0.0018, 0.0163
Si, 3.2402, 2.4837, -7.7201, 0.0036, -0.0025, 0.0184
Si, -1.0934, 3.9664, -6.1693, 0.0013, 0.0032, 0.0129
Si, 0.1958, -0.5374, 17.7048, 0.0019, -0.0005, -0.006
Si, 2.6471, 2.7049, -4.7732, -0.0027, 0.0009, 0.0045
Si, -2.0122, -2.601, 17.6901, -0.0024, -0.0028, -0.005
Si, 6.5935, 3.8645, 16.8957, -0.007, -0.0025, -0.0171
Si, 7.1463, 4.9098, 19.8139, 0.0028, -0.0017, 0.0053
Si, 1.3678, -1.374, 5.4616, 0, 0.0005, -0.0002
Si, 4.0855, 1.3624, 5.4258, -0.0004, 0.0003, -0.0007
Si, 1.3626, -6.7843, 5.452, 0.0003, -0.0006, -0.0004
Si, 4.0645, -4.0812, 5.4473, 0.0007, 0.0001, -0.0006
Si, 6.799, -1.3364, 5.4615, 0.0003, -0.0005, -0.0002
Si, 9.4823, 1.376, 5.454, 0.0004, 0, -0.0006
Si, 6.795, 4.0621, 5.4439, 0.0004, 0.0007, -0.0005
Si, 9.5403, 6.7801, 5.4484, -0.0003, 0.0002, -0.0006
Si, 2.733, -0.0064, 6.7926, 0.0008, 0, -0.0005
Si, 5.4413, 2.7091, 6.7911, 0.0003, 0.0003, -0.0007
Si, 2.7099, -5.4269, 6.8155, 0.0003, 0.0002, -0.0006
Si, 5.4298, -2.7143, 6.803, 0.0004, 0.0001, -0.0007
Si, 8.1486, 0.0151, 6.8258, 0.0006, 0.0005, -0.0007
Si, -0.0089, 2.7267, 6.8018, 0.0003, 0.0003, -0.0009
Si, 8.1614, 5.427, 6.7934, 0.0003, 0.0001, -0.0005
Si, 0.0036, -2.7278, 6.801, 0.0005, -0.0001, -0.0007
Si, 1.3535, 1.3379, 8.14, 0.0003, 0.0003, 0.0007
Si, 4.0895, 4.0733, 8.1355, 0.0003, -0.0001, 0.0001
Si, 1.351, -4.0664, 8.1613, 0.0002, 0, -0.0009
Si, 4.0775, -1.3538, 8.1729, -0.0002, -0.0002, -0.0007
Si, 6.7846, 1.3727, 8.1687, 0.0005, 0.0002, -0.0008
Si, -1.3662, 4.0866, 8.1688, 0.0004, 0.0001, -0.0008
Si, 6.8038, -4.0833, 8.1456, 0.0002, -0.0004, 0.0005
Si, 9.5231, -1.3637, 8.1478, 0, 0, -0.0003
Si, -0.0066, -0.0158, 9.5204, 0.0007, -0.0007, -0.0007
Si, 2.7353, 2.6957, 9.4683, 0.0009, 0.0004, 0.0003
Si, -0.011, -5.4105, 9.5113, 0.0001, 0.0007, -0.0015
Si, 2.6968, -2.7105, 9.5184, -0.0006, 0.0001, -0.0013
Si, 5.4457, 0.0094, 9.5256, 0.0003, 0.0007, -0.0007
Si, 8.1472, 2.7242, 9.5226, -0.0004, 0.0001, -0.0008
Si, 5.4465, 5.4268, 9.5029, 0.0006, -0.0004, -0.0013
Si, 8.1666, -2.7197, 9.5017, 0.0013, -0.0001, -0.0005
O, 3.9101, -3.4604, -1.2944, 0.0055, -0.0038, 0.0154
O, -0.9406, 2.3928, -5.9064, 0.001, -0.0017, -0.0084
O, 8.1327, -2.7141, -0.3839, 0.0012, -0.0002, 0.0043
O, -1.1102, -3.7475, 18.3784, 0.0018, 0.0002, -0.0009
O, -0.0615, 4.5149, 21.7609, -0.0025, -0.0039, -0.0105
O, 2.6033, 2.7875, -0.3799, 0.0003, 0.0015, 0.0035
O, -0.3291, -5.3185, 16.4356, -0.0014, 0.0041, 0.015
O, 7.42, 4.0286, -1.4205, -0.0075, 0.0029, 0.0151
O, 0.6522, 0.1713, 16.3233, 0.0032, -0.0027, 0.0118
O, 6.6886, 4.6022, -6.6495, 0.0025, 0.001, -0.005
O, -2.0898, 4.6413, -5.0952, -0.0014, -0.0024, -0.0063
O, 3.2254, 3.1063, -6.2294, -0.0018, -0.0028, -0.0075
O, 4.8294, 0.2484, 16.2896, -0.0032, 0.0048, 0.0114
O, 2.7171, -2.4577, -3.471, 0.0005, 0.0001, 0.0075
O, 1.4005, 4.0065, 15.3614, -0.0005, -0.0003, 0.0033
O, -1.3796, 1.4441, 15.3469, -0.0009, 0.0001, 0.0022
O, 6.4696, 4.3205, -3.9488, 0.0032, -0.0004, 0.001
O, 5.9283, 5.169, 16.2161, 0.01, -0.0086, 0.0132
O, 1.8238, 1.8169, 19.9939, -0.0023, 0.0044, -0.0141
O, 6.7155, -1.3319, 15.3792, 0.0012, 0.0002, 0.0027
O, 2.158, -2.4633, 16.0232, -0.0033, 0.0029, 0.0087
O, 5.5413, -2.342, 20.0026, 0.0024, -0.0014, -0.0024
O, 7.8228, -2.0506, 18.7836, -0.0004, 0.0007, -0.0015
O, 8.0486, 2.3177, -3.4586, 0.0029, -0.0024, 0.0106
O, 1.4059, 1.6988, -4.8635, -0.0054, -0.0039, -0.0072
O, -0.1071, 4.8491, 19.0688, 0.0006, -0.0001, -0.0024
O, 7.1021, -4.3944, 19.5312, -0.0024, -0.0055, -0.0047
O, 4.1748, 1.5959, 21.1533, -0.0015, -0.0032, -0.0022
O, 3.0563, 2.1978, 16.1786, 0.0039, -0.0038, 0.0136
O, 4.5787, 1.5924, -7.823, -0.0005, 0.0006, -0.0053
O, 2.8346, -2.2467, -6.1348, 0.0022, -0.0003, -0.0099
O, 6.1088, -1.9491, -5.8402, 0.0005, 0.0014, -0.0084
O, 0.1705, 0.1111, -6.468, 0.0019, 0.0009, -0.0049
O, 1.4527, -4.049, -1.7438, -0.0002, -0.0015, 0.0127
O, -1.0898, -4.4957, -1.2941, -0.0071, 0.0048, 0.0158
O, 1.8761, -0.9568, -8.1972, -0.0015, 0.0009, -0.0049
O, -2.6574, -3.1907, 16.3303, 0.0032, -0.003, 0.0099
O, 7.105, 2.4249, -8.0127, -0.0047, 0.0061, -0.0047
O, 3.6718, -2.743, 18.1392, -0.0026, 0.0006, -0.0028
O, 3.8999, 0.8558, -1.3861, -0.0017, 0.0049, 0.0168
O, 6.3632, -2.4325, -3.3089, 0.0008, -0.0001, -0.0026
O, -1.7786, 4.1421, -7.6281, -0.0001, 0.0022, -0.0087
O, -1.1263, -1.3375, 17.2548, 0.0001, -0.0028, 0.003
O, 6.7648, -2.6771, -8.258, 0.0067, -0.0019, -0.0135
O, 5.9083, 4.5257, 20.7798, -0.0025, -0.0007, -0.0025
O, 5.7031, 2.4055, -2.2894, 0.0032, 0.0002, -0.0016
O, 5.3651, -0.0088, -3.3656, 0.0041, -0.0021, 0.0098
O, 1.8927, 1.6146, -7.8759, -0.003, -0.0012, -0.0077
O, 2.0244, -1.6, -1.1195, -0.0055, 0.0063, 0.0144
O, 0.2347, 0.4989, 21.5845, 0.0045, 0.0031, -0.0076
O, 4.133, -4.5872, 19.9001, -0.0002, -0.0018, 0.0061
O, -0.1448, 0.4454, 18.9184, -0.0068, -0.0047, -0.0045
O, 6.6795, -0.0649, -7.5125, -0.001, -0.0017, -0.0121
O, 4.0847, -4.0885, 15.3117, 0.0006, -0.0009, 0.0014
O, 0.3504, 4.6709, -5.9912, -0.0031, 0.0009, -0.0021
O, -1.5875, 1.4277, -1.4515, 0.0018, -0.0034, 0.0161
O, 5.5336, 2.6716, 16.8476, 0.0042, 0.0043, -0.0082
O, 7.9565, -0.3237, -2.9675, 0.0002, 0.0056, 0.003
O, 2.1556, 4.0767, -4.0822, -0.001, -0.0051, -0.0032
O, 3.0149, -2.2605, 20.5915, 0.0008, -0.0004, -0.006
O, -0.7981, 0.6695, -3.9616, -0.0011, 0.0031, -0.0003
O, 4.5445, -3.7695, -4.7835, 0.0034, 0.001, -0.0006
O, 0.0625, -5.365, -3.5033, -0.0047, -0.0025, 0.0095
O, 0.1057, -0.0608, -0.3292, 0, -0.0004, 0.0057
O, 1.4634, -4.1756, 17.98, -0.0035, -0.0014, -0.0008
O, 1.9855, -4.4094, -5.0838, 0.0014, -0.0012, 0.0037
O, 7.7333, -2.6195, 21.3975, -0.0051, -0.0021, -0.0127
O, 1.3198, -1.5442, 18.2643, -0.0039, 0.0014, 0.0014
O, 7.1016, -4.249, -5.0235, -0.0006, -0.0006, -0.0032
O, -2.3491, 4.5209, 20.5111, -0.0092, -0.001, -0.006
O, 7.0174, 4.154, 18.4065, 0.0017, 0.0019, 0.0064
O, 7.9047, 3.387, 16.0983, -0.0046, 0.0047, 0.0106
O, 3.5709, 3.7535, 19.8473, 0.0041, 0.0015, 0.0021
O, 3.7371, 1.9493, -3.8889, -0.0006, -0.0052, -0.0019
O, 5.4663, -5.3802, -0.4658, 0.0009, 0.0007, 0.0064
O, -0.6936, 2.5491, 20.2232, -0.0027, 0.0018, -0.0017
O, 3.9521, 1.4365, 18.5317, 0.005, -0.0009, 0.0038
O, 6.2604, -1.0015, -1.101, 0.0067, -0.004, 0.0124
O, 0.6815, 4.417, -1.1735, 0.004, -0.0038, 0.0141
O, 4.5041, -1.3602, -7.901, 0.0014, 0.0003, -0.0042

Results
free energy: -127506.459 eV
free energy less fixed offsets of O -570.45, Si -639.56 eV per atom: -6.779 eV

The program warned: the cutoff lies below the one the program advises for these potential files; the forces do not sum to zero within the program's tolerance; empty levels may hold ghost states of the PAW files; the exchange-correlation potential is rough where the density is thin.
